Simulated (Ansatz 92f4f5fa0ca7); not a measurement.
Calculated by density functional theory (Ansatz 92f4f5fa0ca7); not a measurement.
Periodic cell of 214 atoms, Si132O78H4, from a study of silicon, its oxide and their interface. The atomic structure is a simulated model.
Doubt: the cutoff is far below the 930 eV that the study's wrapper takes by default for these files, so forces and energies are approximate.
This geometry differs little from another in the collection (a relaxation step or a small displacement).

Settings: functional PBE; potential files Ansatz PAW; basis plane waves; wave-function cutoff 580 eV; density cutoff ratio 5; exchange-correlation grid ratio 1; k mesh 1 x 1 x 1, Gamma-centred; self-consistency stop 5e-08 eV per atom in the density residual; occupations fixed; spin none; net charge 0.

Cell vectors (angstrom)
a	10.938	0	0
b	0	10.938	0
c	0	0	31.3387

Atoms and the computed forces on them: element, x, y, z (angstrom), force x, y, z (eV/angstrom)
Si	10.3422	0.5145	23.9912	0	0.0007	-0.0024
Si	5.716	10.6287	23.9287	-0.0003	0.0016	0.0033
Si	2.1924	3.0449	23.9152	0.0005	-0.0004	0.0021
Si	8.6436	2.2246	24.0068	0.0001	-0.0005	-0.0008
Si	0.3337	4.8872	23.88	-0.0019	-0.0005	0.0053
Si	4.8799	5.9248	24.0407	0.0011	0.0002	0.0002
Si	3.1962	7.6499	23.8789	-0.0008	0.0002	0.0003
Si	7.5032	8.7902	23.8359	0.0015	-0.0008	0.0007
Si	1.181	1.4154	25.2706	0.0063	-0.0022	-0.0097
Si	6.8361	1.3107	25.2242	-0.0036	0.001	-0.0074
Si	3.9281	4.1051	25.1923	0.0012	-0.0017	-0.0068
Si	9.592	3.9873	25.2637	0.0002	0.0049	-0.0109
Si	1.335	6.7328	25.0516	-0.0018	0	-0.0057
Si	6.7081	6.9341	25.1411	0.0024	0.0005	-0.0047
Si	4.0514	9.4944	25.1514	-0.0005	0.0012	-0.0053
Si	9.3622	9.6275	25.1171	0.0044	-0.0037	-0.0063
Si	2.657	-0.021	26.4521	0.0035	0.0024	0.0053
Si	8.1287	-0.0282	26.6715	-0.0082	-0.0068	0.0172
Si	-0.0634	2.7247	26.7579	-0.0011	0.0013	0.02
Si	5.4088	2.7367	26.4659	0.0011	-0.001	0.0036
Si	2.6279	5.466	26.618	-0.0008	0.0007	0.0112
Si	8.154	5.4916	26.4201	0.001	0.0004	0.0074
Si	-0.0831	8.186	26.3516	0.001	0.0011	0.0092
Si	5.3939	8.2084	26.6357	-0.0059	-0.006	0.0142
Si	4.0596	1.345	27.8522	-0.0027	-0.0021	-0.0081
Si	9.5075	1.3284	28.0254	0.0017	0.0022	0.0013
Si	1.3295	4.1074	28.0246	-0.008	0.0015	-0.0015
Si	6.7912	4.1224	27.8387	-0.0023	0.0036	-0.0079
Si	4.0391	6.8194	27.9578	0	0.0044	-0.0106
Si	9.5371	6.8376	27.8241	0.0001	0.0024	-0.0115
Si	1.2956	9.5365	27.8184	-0.0069	-0.0044	-0.0095
Si	6.778	9.5417	27.9975	0.0042	0.0085	-0.0057
Si	0.0041	-0.0292	29.2913	-0.0062	0.0019	0.0017
Si	5.4345	0.0204	29.2933	0.0033	-0.0056	0.002
Si	2.7449	2.7207	29.2929	-0.0016	0.0024	0.0021
Si	8.1544	2.7695	29.2874	0.0053	-0.0062	0.0026
Si	-0.0459	5.5112	29.2937	0.0073	-0.0063	0.0017
Si	5.4574	5.4694	29.2796	-0.0012	0.0001	0.0027
Si	2.689	8.226	29.2723	0.0024	-0.0055	0.0036
Si	8.2098	8.1857	29.2821	-0.0031	0.001	0.0031
Si	1.3673	1.3673	30.6549	0.0487	-0.1463	-0.0929
Si	6.8362	1.3673	30.6549	-0.2448	0.1928	0.0634
Si	4.1018	4.1018	30.6549	0.1543	-0.064	-0.0403
Si	9.5708	4.1018	30.6549	-0.2228	0.1595	0.0263
Si	1.3673	6.8362	30.6549	-0.1855	0.1884	0.0676
Si	6.8362	6.8362	30.6549	0.0539	-0.094	-0.1118
Si	4.1018	9.5708	30.6549	-0.2724	0.092	-0.0107
Si	9.5708	9.5708	30.6549	0.0366	-0.1801	-0.0197
Si	2.7345	0	0.6835	0.0008	0.1211	0.08
Si	8.2035	0	0.6835	0.2865	-0.1081	0.0052
Si	0	2.7345	0.6835	0.2205	-0.1667	-0.0858
Si	5.469	2.7345	0.6835	-0.0778	0.0737	0.038
Si	2.7345	5.469	0.6835	0.181	-0.1457	0.02
Si	8.2035	5.469	0.6835	-0.1511	0.0816	0.0598
Si	0	8.2035	0.6835	-0.0535	0.1806	0.0557
Si	5.469	8.2035	0.6835	0.2176	-0.1919	-0.0359
Si	4.0946	1.3917	2.0593	0.0045	-0.0007	-0.0032
Si	9.627	1.3383	2.0571	-0.0032	0.0075	-0.0026
Si	1.4114	4.0607	2.0526	-0.0071	0.0058	-0.0022
Si	6.8354	4.1023	2.0484	0.0001	-0.0025	-0.0018
Si	4.1437	6.8074	2.0569	-0.0032	0.005	-0.0027
Si	9.5664	6.8539	2.0415	0.0032	-0.0012	-0.0019
Si	1.3713	9.5864	2.0522	0.003	-0.0013	-0.0014
Si	6.8655	9.5529	2.0475	-0.0025	0.0043	-0.0021
Si	0.1011	0.0422	3.5112	0.0109	0.006	0.009
Si	5.52	0.0345	3.3481	-0.0068	-0.0057	0.0091
Si	2.7725	2.7361	3.5307	0.0024	-0.0019	0.014
Si	8.2641	2.7499	3.3421	0.0005	-0.0044	0.0063
Si	0.0419	5.4759	3.3187	0.0058	-0.0007	0.0017
Si	5.4845	5.4295	3.4942	-0.0027	-0.0077	0.0078
Si	2.791	8.2306	3.3506	-0.0009	-0.0023	0.0049
Si	8.2477	8.2249	3.4755	0.0035	0.0014	0.0059
Si	1.4734	1.3895	5.0131	-0.0015	-0.002	-0.0105
Si	6.9286	1.3752	4.6828	0.0066	0.0056	-0.0166
Si	4.1346	4.0748	4.9687	-0.0011	0.001	-0.0097
Si	9.6482	4.1126	4.6748	0.0013	-0.0002	-0.0145
Si	1.4554	6.7964	4.6408	0.0002	0.0017	-0.018
Si	6.8747	6.8137	4.8254	0.0008	0.0015	-0.0018
Si	4.1485	9.6351	4.6923	0.0095	0.0063	-0.0185
Si	9.6775	9.5956	4.847	-0.0042	-0.0033	-0.0027
Si	2.9675	-0.0241	6.3328	-0.005	0.0038	0.0046
Si	8.3079	0.0958	6.1309	0.0011	-0.0016	0.0074
Si	0.0251	2.8813	6.2218	0.0014	-0.001	0.0078
Si	5.6206	2.6301	6.2044	-0.0033	0.0014	0.0066
Si	2.6916	5.5323	6.2281	0.0018	-0.005	0.0079
Si	8.3193	5.436	6.106	-0.0035	0.0007	0.0072
Si	0.1944	8.1657	6.0496	-0.0041	0.0014	0.006
Si	5.4464	8.2282	6.0479	0.0021	-0.0005	0.007
Si	4.9913	0.7162	7.5133	-0.0013	0.0017	-0.0005
Si	9.148	1.9643	7.4034	0.0006	-0.0023	-0.0018
Si	0.8618	4.7066	7.5472	0.0028	-0.001	-0.0019
Si	7.4036	3.6535	7.3637	-0.0008	0.0012	-0.0009
Si	3.6718	7.3629	7.3581	-0.0006	-0.001	0.0006
Si	10.0556	6.5108	7.3059	-0.0006	0.0006	-0.0012
Si	1.9536	9.0535	7.3742	-0.0005	-0.0007	0.0027
Si	6.6342	9.8416	7.2422	0.0015	-0.0009	-0.0035
H	1.5156	9.3314	8.781	0.0001	0.0001	0.0001
H	4.0758	7.021	8.7595	0.0002	-0.0001	-0.0007
O	7.0331	4.0211	8.9531	-0.0002	0.0003	0.0007
O	9.6019	1.8037	9.0052	0.0008	0	-0.0002
O	5.0822	1.0712	9.147	0.0008	-0.0003	0.0008
O	7.3158	9.1306	8.598	-0.0005	-0.0007	0.0001
O	9.4385	7.3365	8.6281	-0.0007	0	0.0003
O	1.2652	4.2434	9.1058	0.0007	-0.0003	0.0008
H	8.2795	2.6373	22.6119	0.0007	0.0008	0.0005
H	10.7633	0.1934	22.5873	0.0005	0.0002	-0.0003
O	10.3275	5.36	22.5684	-0.0015	0	-0.002
O	2.7737	2.142	22.6098	0.0008	-0.0007	-0.0009
O	2.9745	7.8584	22.2319	-0.0002	0.0003	0.0002
O	5.2183	5.5318	22.4654	-0.0002	-0.0009	-0.0008
O	4.9754	0.4453	22.615	-0.0007	0.0006	-0.0007
O	7.9315	8.2465	22.3292	-0.0001	0.0006	-0.0007
Si	4.5217	8.2052	14.4865	-0.0002	-0.0006	-0.0007
Si	4.147	1.6379	21.853	-0.0004	-0.0012	0.0004
Si	3.9506	1.4292	15.3232	0	0.0005	-0.0014
Si	5.8805	1.2217	10.5592	0.0009	0.0005	0.0005
Si	8.051	7.868	9.3183	0.0004	0.0005	0.0007
Si	7.2955	1.5296	14.6698	0.0007	0	-0.0012
Si	5.8199	7.8296	19.0689	0.0002	-0.0002	0.0014
Si	8.566	10.5813	18.8792	0.0004	0	0.0002
Si	5.0139	4.5118	21.2292	-0.0003	-0.0002	0.0007
Si	10.5716	2.85	12.6682	0.001	0.0004	-0.0009
Si	1.1289	5.0204	16.9644	-0.0008	0.0011	-0.0007
Si	3.2301	8.2903	20.6841	-0.0002	0.0006	0.0009
Si	4.606	9.88	17.12	-0.0005	-0.0002	0.0006
Si	9.3261	4.4998	18.4627	-0.0001	0.0009	0.0006
Si	8.4123	8.2237	20.7839	-0.0011	-0.0002	0.0018
Si	6.4897	4.9837	18.6813	0.0002	0.0006	0.0013
Si	1.0062	2.2664	15.5153	-0.0004	0.0006	-0.0009
Si	2.8455	0.0586	19.5296	-0.0006	-0.0001	0.0015
Si	4.62	3.9936	11.5396	0.0002	0.0001	-0.0008
Si	0.3929	9.3383	15.8728	0.0005	0.0002	0
Si	9.1544	1.0769	10.3894	0.0004	0.0001	0.0007
Si	9.2342	10.486	14.2181	0.0006	0	-0.001
Si	6.8083	5.1719	10.0848	0.0003	-0.0004	-0.0004
Si	7.4463	2.2459	17.8139	0.0002	-0.0003	-0.0004
Si	8.7807	5.2297	12.5644	0.0008	-0.0002	-0.0006
Si	0.4017	0.5581	17.9097	0.0005	0.0008	0.0004
Si	2.3758	5.6234	19.7262	-0.0009	0.0006	-0.0003
Si	5.0701	10.8889	13.1534	0.0001	0.0004	-0.0007
Si	10.4135	5.7418	20.9881	-0.0005	-0.0001	0.0013
Si	1.6159	4.4743	10.6824	0.0001	0.0002	-0.0006
Si	9.6748	9.251	11.3333	0.0009	0.0002	0.0004
Si	6.9937	6.4695	14.9004	0.001	0	-0.0011
Si	1.8626	7.1314	14.7254	-0.0005	-0.0004	-0.0001
Si	8.6095	8.5723	16.3609	0.0012	0.0004	-0.0009
Si	0.405	6.8614	11.9538	0.0005	-0.0001	-0.0004
Si	5.5315	3.8542	14.4859	0	0.0001	-0.0017
O	9.8282	1.7544	11.7113	0.0006	-0.0002	-0.0005
O	3.0917	3.8983	11.0304	0.0009	-0.0003	-0.0005
O	4.2458	8.7662	15.9943	0.0004	0.0008	0.0002
O	0.1482	8.414	11.4782	0.0004	-0.0002	-0.0004
O	9.9912	0.3968	18.7722	-0.0004	-0.0001	-0.0005
O	0.8788	6.7214	13.5058	0.0005	0.0004	0
O	0.6468	3.6363	11.6734	0.0003	-0.0002	0.0005
O	8.6095	9.7942	20.3189	-0.0007	0	-0.001
O	9.7026	4.6035	20.0494	0.0002	0.0007	0.0001
O	3.5217	10.2742	18.2441	0.0004	0	-0.001
O	3.4096	7.0361	14.2217	0.0008	0.0007	0.0004
O	8.4415	8.3178	10.8297	0.0005	0	-0.0007
O	3.5992	4.815	20.4483	-0.0001	0.0001	-0.0006
O	4.7754	0.3721	16.2952	0.0002	0	0.0004
O	9.7392	7.2291	20.6966	0.0005	-0.0002	-0.0016
O	7.5109	1.0847	10.4596	-0.0002	-0.0003	-0.0002
O	4.8261	8.2813	20.302	0	-0.0005	-0.0004
O	3.987	1.0337	13.7269	0.0003	0.0001	-0.0001
O	5.0936	2.9602	21.7223	-0.001	0.0018	-0.0001
O	4.4611	9.4066	13.3994	0.0001	-0.0008	0.0004
O	2.1196	4.9446	18.264	-0.002	-0.0001	-0.0004
O	7.9981	5.4146	18.2405	0	0.0002	-0.0008
O	5.2848	5.1912	10.6556	0.0007	-0.0004	0.0002
O	6.8097	2.9384	14.0132	-0.0001	0	0.0002
O	0.0879	1.6466	16.7241	-0.0004	-0.0001	-0.0001
O	1.6498	8.6974	15.1067	-0.0001	0.0003	0.0006
O	7.2973	1.6957	16.2871	-0.0001	0.0001	0.0003
O	5.9816	7.5538	14.2643	0.0001	0.0003	0.0001
O	9.4671	3.9123	13.23	0.0001	0.0007	-0.0003
O	5.3386	0.0491	11.561	-0.0006	0.0001	-0.0001
O	1.4809	6.0895	10.9945	0.0007	-0.0001	0.0003
O	2.6418	7.2273	19.5845	-0.0008	-0.0011	0
O	6.4113	0.3027	14.0296	-0.0004	-0.0006	-0.0002
O	7.7645	4.8322	11.3617	0	0.0001	-0.0004
O	9.803	10.5061	10.3013	0.0012	-0.0001	0
O	4.7211	4.3194	13.1452	0.0003	0	0.0003
O	1.0603	5.5891	20.67	-0.0001	0.0001	-0.0006
O	6.1224	5.1374	15.3297	-0.0001	0	0.0002
O	1.3316	3.8017	15.9207	0	0.0006	0.0008
O	5.548	6.3322	18.3567	-0.0003	-0.0002	-0.0007
O	2.3813	1.4085	15.6907	0.0007	-0.0002	0.0006
O	7.4301	0.853	18.7356	-0.0003	0.0002	-0.0006
O	7.0102	6.6257	9.3933	0.0008	-0.0001	-0.0008
O	6.3081	4.7619	20.2826	-0.0004	-0.0011	-0.0013
O	8.2276	9.6119	15.1625	0.0004	-0.0003	-0.0002
O	5.4555	2.634	11.2389	0.0008	-0.0004	-0.0007
O	7.2708	7.6484	19.7794	-0.0013	0	-0.0002
O	10.5238	5.0555	17.5078	0.0008	-0.0003	0.0006
O	8.8024	1.12	14.223	0	-0.0004	0.0003
O	6.2945	3.4258	18.0727	-0.0004	0.0002	-0.0005
O	4.5807	2.9417	15.4665	-0.0002	0.0001	-0.0003
O	-0.2038	10.4438	14.8348	-0.0001	-0.0004	0.0004
O	1.5772	0.9345	18.9806	-0.0004	-0.0002	0.0001
O	8.0809	6.0642	13.7672	0	0.0004	-0.0003
O	3.7924	1.0979	20.3489	-0.0012	-0.0003	-0.0003
O	8.4373	9.3998	17.7494	0	0.0004	-0.0006
O	8.897	2.9722	18.0774	0.0001	0	0.0003
O	2.485	9.7423	20.5235	0.0001	0.0013	-0.0013
O	1.5338	6.3169	16.0835	-0.0001	-0.0015	0.0012
O	9.9094	6.1276	11.838	0.0009	-0.0001	0
O	7.7322	7.2084	16.1696	0	0.0002	-0.0001
O	5.7766	9.0704	17.9721	-0.0009	0.0011	-0.001
O	0.8301	10.0634	17.2488	-0.0001	0	-0.0002
O	10.1984	8.1934	16.1962	-0.0002	0.0001	-0.0002
O	0.4357	2.2467	13.9762	0.0004	-0.0003	0.0003
O	9.2005	9.8316	12.7593	0.0005	0	-0.0002

Results
free energy: -128337.469 eV
free energy less fixed offsets of H -15.97, O -568.88, Si -635.61 eV per atom: -0.429 eV

The program warned: the cutoff lies below the one the program advises for these potential files; the exchange-correlation potential is rough where the density is thin.
